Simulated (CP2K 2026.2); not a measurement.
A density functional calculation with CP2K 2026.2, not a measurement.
Periodic cell of 444 atoms, Si328O116, from a study of silicon, its oxide and their interface. The atomic structure is a simulated model.
Doubt: the forces sum to 1.14 eV/angstrom along one axis rather than to zero, so they err by at least 0.0026 eV/angstrom per atom on average; the grid cutoff is modest.

Settings: functional PBE; method Gaussian and plane waves; basis set DZVP-MOLOPT-SR-GTH; pseudopotentials GTH-PBE; grid cutoff 350 Ry, relative cutoff 50 Ry; k points Gamma only; occupations fixed; spin none; net charge 0.

Cell vectors (angstrom)
a	16.4025	0	0
b	0	16.4025	0
c	0	0	30.2592

Atoms and the computed forces on them: element, x, y, z (angstrom), force x, y, z (eV/angstrom)
Si	0.0452	0.4296	30.0781	0.1146	0.0585	0.0913
Si	2.3385	3.0911	0.2297	0.3932	0.0356	-0.1254
Si	0.2364	5.379	30.0336	-0.0293	0.0323	-0.4059
Si	2.5542	8.2875	0.0846	0.1689	-0.0333	-0.2458
Si	0.2149	10.2867	30.1544	-0.1039	-0.1526	-0.2573
Si	2.6714	13.1637	30.0505	-0.2383	-0.0826	-0.155
Si	5.1268	16.0686	29.963	-0.0582	-0.0691	0.1258
Si	7.9125	2.7127	0.3992	-0.042	0.0429	-0.5246
Si	5.754	4.871	0.0791	0.1238	-0.0712	-0.3724
Si	8.5706	7.6725	30.1638	-0.1256	-0.047	-0.6256
Si	5.1299	11.2143	30.1546	0.0695	-0.3469	-0.3259
Si	7.4471	13.8971	29.8839	0.1879	-0.2085	-0.0778
Si	10.2647	0.6641	30.1709	-0.0581	0.1829	-0.3605
Si	14.0948	2.5311	30.1528	-0.1599	-0.1021	-0.2547
Si	10.6196	5.404	0.4554	-0.0231	-0.1259	-0.4496
Si	13.3459	8.0134	0.407	-0.08	-0.1157	-0.4437
Si	11.1386	10.4	0.0413	-0.1508	-0.1559	-0.5507
Si	13.5935	13.7727	29.5327	0.1116	-0.0226	-0.2105
Si	1.2169	1.477	1.5348	0.1298	0.0493	-0.3033
Si	4.0713	4.036	1.5068	-0.2383	0.0301	-0.2886
Si	1.3257	6.777	1.3735	-0.0119	0.1015	-0.3067
Si	4.0923	9.5548	1.2938	-0.0271	0.1481	-0.3481
Si	1.2149	12.0377	1.2281	0.0492	-0.1413	-0.239
Si	3.7967	14.8636	1.2014	-0.097	-0.1465	-0.2611
Si	6.4322	1.1644	1.2873	-0.058	-0.0357	-0.3771
Si	9.3183	3.9921	1.7344	0.1433	0.1695	-0.1846
Si	6.8329	6.6723	1.2485	0.0806	-0.0321	-0.3026
Si	9.4163	9.4407	1.2802	0.0277	-0.0671	-0.0451
Si	6.5936	12.3899	1.2802	0.1433	0.0699	-0.1976
Si	9.2796	15.0632	0.9086	-0.148	0.1536	-0.1931
Si	12.2298	1.4355	1.1533	-0.0535	0.0873	-0.2192
Si	15.0771	4.1542	1.2751	0.051	0.1089	-0.2444
Si	12.1233	6.6336	1.7473	-0.0675	-0.1494	-0.1659
Si	15.032	9.3325	1.3796	-0.0473	0.0788	-0.3132
Si	12.2449	12.3561	0.8822	0.0962	-0.159	0.0357
Si	15.0506	15.0203	0.8345	0.03	0.226	-0.1116
Si	16.2851	2.8196	2.8266	-0.0265	0.107	0.0909
Si	2.5827	16.3189	2.6489	0.0496	0.0626	-0.0525
Si	16.3639	8.0602	2.7968	-0.035	-0.0151	0.0857
Si	2.7133	5.4801	2.7698	0.0987	-0.062	0.0498
Si	16.2661	13.6036	2.4238	0.0297	-0.0002	-0.0633
Si	2.6614	10.8447	2.686	0.0007	-0.0054	0.04
Si	5.2833	2.5491	2.7989	-0.0453	-0.0446	0.1077
Si	7.9928	16.2775	2.5468	-0.0118	-0.0578	0.0279
Si	5.4711	8.1473	2.5912	0.03	-0.1266	-0.0637
Si	8.0181	5.4609	2.909	-0.0362	0.0678	0.1403
Si	5.2534	13.654	2.6871	-0.1442	0.0959	0.0802
Si	8.0478	10.9335	2.5346	0.0347	-0.0592	-0.0318
Si	10.9201	2.6599	2.7552	0.2462	-0.06	0.1115
Si	13.6139	16.3166	2.4097	-0.0324	0.0906	-0.0951
Si	10.7555	8.1731	2.8111	-0.0783	0.144	0.3711
Si	13.6641	5.3214	2.8196	0.043	-0.1636	0.0284
Si	10.7868	13.6694	2.3098	0.0296	0.0508	-0.1246
Si	13.6148	10.9624	2.4657	-0.0484	-0.0009	0.0204
Si	1.3366	4.1126	4.1513	-0.0223	-0.049	-0.12
Si	3.9309	1.2051	4.1198	0.1311	0.0666	-0.0094
Si	1.3175	9.4932	4.0858	0.0673	0.0169	-0.0532
Si	4.1009	6.8568	4.0661	-0.1057	-0.0149	-0.0149
Si	1.205	14.9229	3.9356	-0.0076	0.0433	-0.0463
Si	3.9711	12.245	4.0708	-0.0258	0.0131	-0.0992
Si	6.6792	3.9685	4.1286	-0.0339	0.153	0.0098
Si	9.4504	1.2383	3.9577	0.0717	-0.0704	-0.0526
Si	6.776	9.5479	3.9854	-0.0267	0.0026	-0.0039
Si	9.4491	6.8078	4.2102	-0.0661	0.1003	-0.1223
Si	6.7023	14.9657	4.0272	0.0448	0.059	-0.0802
Si	9.5071	12.2938	3.832	-0.0074	0.0077	0.0012
Si	12.2621	3.9959	4.1512	-0.0196	-0.0787	0.0166
Si	14.8993	1.2857	3.9764	-0.0716	0.0717	-0.107
Si	12.2522	9.6079	3.9726	-0.1056	-0.0203	-0.1483
Si	14.9778	6.7451	4.1516	0.0781	0.0223	-0.0034
Si	12.1898	14.9711	3.7986	0.1189	0.0138	-0.0261
Si	14.948	12.2922	3.909	-0.0658	-0.0657	-0.0589
Si	16.3855	16.3806	10.8686	-0.0218	-0.0268	0.0016
Si	2.7316	2.7016	10.8766	-0.0096	-0.0055	0.0079
Si	16.3853	5.4405	10.8532	-0.0123	-0.0207	-0.0008
Si	2.7154	8.1862	10.868	-0.0271	-0.0321	0.0085
Si	16.3804	10.9305	10.8548	0.0116	-0.018	-0.0015
Si	2.7185	13.6603	10.8531	-0.0046	-0.0301	0.0089
Si	5.4511	16.369	10.8539	-0.0084	-0.0118	-0.0026
Si	8.1745	2.691	10.8717	-0.0081	-0.0039	0.0154
Si	5.4537	5.4206	10.8845	0.026	0.0125	0.0091
Si	8.1864	8.1797	10.8685	-0.0015	-0.025	0.0147
Si	5.4526	10.9245	10.857	-0.0236	-0.0271	-0.0059
Si	8.1701	13.6583	10.8633	0.0065	-0.0169	0.0034
Si	10.903	16.3736	10.8653	-0.0068	0.0071	-0.0151
Si	13.6412	2.7048	10.8606	-0.0115	0.0027	0.0101
Si	10.9091	5.4399	10.8459	0.0057	-0.018	-0.0071
Si	13.6418	8.1855	10.8454	-0.0022	-0.0035	-0.0051
Si	10.9109	10.928	10.857	0.0077	-0.0331	-0.0157
Si	13.6338	13.6502	10.8713	-0.0119	-0.0077	-0.0006
Si	1.3758	1.3379	12.2383	-0.0025	0.0389	0.0129
Si	4.1101	4.0466	12.2679	-0.0302	0.0156	0.0269
Si	1.3713	6.7909	12.2189	-0.0004	0.0268	-0.0024
Si	4.1032	9.5505	12.2201	0.0145	0.0158	-0.007
Si	1.3672	12.2907	12.2167	0.0108	0.0172	-0.023
Si	4.0954	15.0188	12.2351	0.0194	0.0331	-0.005
Si	6.8103	1.3259	12.2449	0.0036	0.0357	-0.0001
Si	9.5517	4.0731	12.2231	0.0393	0.0425	-0.0123
Si	6.8321	6.7921	12.2312	-0.0175	0.0044	-0.0079
Si	9.5554	9.5621	12.2278	0.0301	0.005	-0.0168
Si	6.8115	12.2931	12.2321	-0.0006	0.0019	0.0082
Si	9.5251	15.0341	12.2362	0.0459	0.0053	-0.0071
Si	12.2767	1.3415	12.226	-0.0129	-0.0048	-0.0176
Si	15.035	4.0679	12.2202	0.0134	0.0432	0.0049
Si	12.2847	6.8068	12.2129	0.013	0.0091	-0.0106
Si	15.0305	9.5417	12.208	-0.0063	0.0008	-0.016
Si	12.2697	12.2891	12.2382	-0.0166	-0.033	-0.0002
Si	15.0222	15.0191	12.2242	0.006	0.0008	-0.005
Si	0.0337	2.7309	13.5966	-0.012	-0.02	-0.0195
Si	2.7751	0.0097	13.618	-0.0268	-0.0533	-0.0008
Si	0.018	8.1759	13.5621	0.0029	-0.0315	0.023
Si	2.7542	5.4481	13.6075	-0.0541	0.0142	0.0066
Si	0.0285	13.6833	13.5736	-0.0132	-0.0172	0.0036
Si	2.7616	10.9421	13.5771	-0.0288	-0.0478	0.0092
Si	5.482	2.6812	13.6575	0.0425	-0.0659	0.0034
Si	8.1753	16.3901	13.6377	0.0157	-0.0211	-0.0201
Si	5.4763	8.1781	13.5758	0.0182	-0.0122	0.0099
Si	8.1999	5.4333	13.6099	0.0098	-0.0097	0.0112
Si	5.4647	13.6657	13.6167	-0.0152	-0.0292	-0.0187
Si	8.1977	10.9454	13.5923	0.0055	-0.0277	-0.0073
Si	10.9143	2.7079	13.5927	0.0141	0.0053	0.0103
Si	13.6781	0.0053	13.5842	-0.0029	0.0264	-0.0042
Si	10.9267	8.1856	13.579	-0.0029	0.0035	-0.0012
Si	13.6747	5.4475	13.5734	-0.0059	-0.0032	0.0002
Si	10.9005	13.6794	13.5884	-0.0453	0.0693	0
Si	13.6776	10.9229	13.5661	0.0276	-0.0187	0.0206
Si	1.4129	4.0775	14.9914	0.0288	-0.008	0.0447
Si	4.1393	1.318	15.07	-0.0484	0.0186	0.0927
Si	1.4183	9.5354	14.9033	-0.0179	0.0194	-0.0023
Si	4.1417	6.8127	14.9616	0.022	0.0122	0.0463
Si	1.4026	15.0487	14.9524	-0.044	0.0826	0.0108
Si	4.1044	12.3059	14.9854	0.1019	0.0024	0.0361
Si	6.8854	4.0348	15.0081	0.0094	0.0792	0.054
Si	9.5405	1.3714	14.9933	0.0063	0.0202	0.0305
Si	6.8542	9.5403	14.9303	-0.0359	-0.0246	0.035
Si	9.5494	6.8398	14.9581	0.0423	0.0013	0.0131
Si	6.8177	15.0207	15.02	0.0176	0.0656	0.0224
Si	9.5104	12.3594	14.9733	0.0454	-0.0385	0.0096
Si	12.3202	4.0627	14.9265	-0.0361	0.0588	0.0245
Si	15.0775	1.3604	14.9465	0.0243	-0.078	0.0186
Si	12.3194	9.5487	14.9247	-0.0373	-0.0265	0.0381
Si	15.0681	6.8054	14.9349	0.0499	0.0252	0.0219
Si	12.2966	15.0475	14.924	-0.0259	-0.0608	-0.0034
Si	15.0738	12.2984	14.9012	0.0204	0.0313	-0.0169
Si	0.0831	0.042	16.3259	-0.0399	0.0355	0.3163
Si	2.8152	2.766	16.4111	-0.1288	-0.101	0.2728
Si	0.0336	5.4505	16.3371	0.0089	0.0679	-0.0143
Si	2.7957	8.214	16.3084	0.0104	0.012	0.0704
Si	0.0723	10.932	16.2249	-0.0353	-0.1939	-0.009
Si	2.7459	13.7047	16.3467	-0.0288	-0.0574	-0.0017
Si	5.4768	16.3067	16.4899	0.0803	-0.0118	-0.016
Si	8.2063	2.6792	16.4754	0.0254	-0.0808	0.0892
Si	5.5365	5.4456	16.3196	0.0304	-0.0083	0.0159
Si	8.2024	8.2202	16.3568	-0.0373	0.0131	0.0848
Si	5.5206	10.9132	16.2969	-0.1242	0.0042	0.0444
Si	8.1481	13.6908	16.4428	-0.0167	-0.0548	0.1159
Si	10.9416	0.0089	16.3008	-0.0503	-0.0374	-0.02
Si	13.7207	2.7258	16.2985	-0.0031	0.0101	0.0036
Si	10.926	5.4302	16.2497	0.0308	-0.0886	0.0231
Si	13.7124	8.1828	16.2873	0.0178	-0.0153	0.1284
Si	10.958	10.9923	16.2121	-0.0952	0.0818	0.0142
Si	13.7191	13.694	16.2275	0.0554	0.0499	0.2533
Si	1.436	1.407	17.8233	-0.0721	-0.0408	-0.3515
Si	4.2549	4.1274	17.7861	0.004	-0.0172	-0.0905
Si	1.4611	6.824	17.6571	0.0248	-0.0618	-0.0733
Si	4.1457	9.6147	17.7017	0.0249	-0.185	0.0148
Si	1.4515	12.2213	17.628	-0.1359	0.086	0.0512
Si	4.1105	14.905	17.8857	-0.022	0.0475	0.1048
Si	6.8175	1.277	17.9099	0.1232	-0.0361	-0.0271
Si	9.6623	4.1077	17.7474	0.0929	0.1734	0.157
Si	6.85	6.7942	17.7335	0.0833	-0.0542	0.0007
Si	9.5679	9.7352	17.6	-0.0717	0.1183	-0.1322
Si	6.723	12.2731	17.8169	0.0247	0.046	-0.0196
Si	9.6088	15.0898	17.7333	-0.1122	0.0865	-0.1143
Si	12.354	1.3523	17.6276	-0.0434	-0.079	0.0993
Si	15.0548	4.0927	17.7059	0.012	-0.0894	0.0186
Si	12.3113	6.7605	17.5869	-0.0309	-0.0453	-0.1383
Si	15.127	9.6008	17.5996	0.0261	0.0802	-0.1642
Si	12.357	12.3202	17.566	0.096	-0.0849	-0.1114
Si	15.1028	15.0282	17.6457	0.1535	0.0301	-0.3778
Si	0.0722	2.9008	19.1859	0.0902	0.0039	0.3678
Si	2.8087	16.3875	19.2087	-0.0765	-0.0173	0.3679
Si	0.1485	8.2805	18.9349	0.0301	0.1063	0.155
Si	2.9149	5.5841	19.0768	-0.0496	0.1978	0.2289
Si	0.0268	13.5265	18.9465	-0.1539	-0.0445	0.2874
Si	2.9838	11.1802	19.0862	0.073	-0.0658	-0.0889
Si	5.5003	2.7153	19.2906	0.0409	0.1453	0.2258
Si	8.3266	16.381	19.2766	0.0137	0.1942	0.0664
Si	5.5073	8.2166	19.0796	-0.1677	0.074	0.3097
Si	8.2941	5.5025	19.1458	0.1553	-0.0167	0.2746
Si	4.8515	12.9947	19.2142	0.002	-0.0556	-0.0939
Si	8.2622	11.0585	19.1414	0.1287	-0.046	0.2653
Si	11.1572	2.7349	19.0741	0.0018	-0.052	0.1776
Si	13.7783	0.066	18.9731	-0.0454	0.0682	0.3782
Si	11.0129	8.3259	18.7235	-0.0132	-0.1142	0.3407
Si	13.6647	5.4294	19.0352	0.0697	-0.1133	0.2202
Si	11.1083	13.7564	18.9232	0.0597	-0.0187	0.3068
Si	13.7594	10.9973	18.9246	-0.0954	-0.1334	0.4231
Si	1.7079	4.1526	20.4425	-0.07	0.0573	0.1209
Si	3.7416	1.7035	20.6131	0.1002	-0.1093	0.3744
Si	1.5782	9.5628	20.3912	-0.1738	-0.0794	0.479
Si	3.8177	7.2926	20.566	0.4885	-0.2576	0.2348
Si	1.0629	15.1146	20.3019	0.228	0.2109	0.0823
Si	5.8344	13.5294	21.3483	-0.2635	-0.1541	0.249
Si	7.2088	3.8357	20.5666	-0.1349	0.0701	0.2597
Si	9.577	1.6792	20.4579	-0.0582	0.0282	0.1584
Si	7.1466	9.3425	20.3458	0.046	0.024	0.2951
Si	9.5244	7.344	20.1828	-0.0155	0.0671	0.1906
Si	7.7269	14.9361	21.1004	0.1345	0.2282	0.6944
Si	9.6924	12.6215	20.3498	0.379	-0.1604	0.313
Si	12.5307	4.0177	20.6725	-0.013	0.3999	0.2109
Si	15.4525	1.1032	20.4094	-0.0482	-0.2115	0.0049
Si	12.6922	9.2386	20.062	-0.1466	0.407	0.2383
Si	14.9506	7.0189	20.1359	-0.0568	0.1593	0.5463
Si	12.6789	14.9222	20.3086	0.0871	0.0992	0.2392
Si	14.7996	12.5867	20.3776	0.0979	-0.19	-0.0864
Si	0.2774	16.2678	22.8672	0.0898	0.0214	0.494
Si	3.2565	0.7571	23.4491	0.0869	0.0542	0.3846
Si	3.7735	9.5957	24.519	-0.234	-0.0931	0.2162
Si	5.0379	6.9036	23.5398	-0.0479	0.0175	0.2119
Si	4.9359	14.6808	23.9219	0.1132	0.0663	0.409
Si	11.6457	0.5328	22.6212	-0.2036	-0.1201	0.0877
Si	10.6917	14.9225	24.671	-0.1105	-0.2496	0.1177
Si	11.1647	12.2946	23.0619	-0.1087	-0.0147	0.5069
Si	15.8481	10.6387	22.6124	-0.1932	-0.0493	0.2194
Si	1.4028	7.51	24.7597	0.3138	-0.0243	0.3074
Si	15.9183	6.3023	26.9357	0.0967	-0.0576	-0.4866
Si	7.3731	5.3658	23.0323	-0.1291	0.0547	0.5735
Si	6.8102	11.7645	27.7281	-0.0057	-0.1529	-0.318
Si	8.9144	2.0604	25.4118	-0.1889	0.1259	0.0069
Si	10.3698	5.7017	22.185	0.2795	0.1665	0.7032
Si	12.8655	10.0763	22.9254	-0.1347	-0.0818	0.4975
Si	15.7712	14.7921	25.4958	-0.2092	-0.3456	-0.0125
Si	16.0026	3.8578	24.912	0.1279	-0.0569	0.1505
Si	16.0751	11.8749	25.3872	-0.0187	0.2176	0.0052
Si	14.6354	11.2609	27.9188	0.0459	-0.0615	-0.3942
Si	5.9637	10.7071	22.9264	-0.0921	-0.0148	0.3215
Si	3.5092	5.4582	25.5483	-0.0589	-0.3503	-0.2073
Si	10.7706	4.2614	24.6986	-0.2268	-0.2694	0.3414
Si	4.3051	12.389	25.9201	-0.1274	-0.2825	-0.1807
Si	7.757	9.7869	25.5157	0.3707	-0.0453	-0.2162
Si	8.3188	4.7606	26.0242	0.1063	-0.1095	0.1405
Si	11.8692	9.7822	27.6381	-0.1119	-0.0611	-0.7686
Si	0.1943	5.955	22.5705	0.1618	-0.0355	0.2663
Si	2.7235	0.9691	28.4105	-0.0853	0.2518	-0.1725
Si	2.422	2.5642	25.6724	-0.0153	0.4386	-0.2486
Si	1.5929	13.417	27.0909	-0.0364	-0.2095	-0.5474
Si	4.4219	6.6476	28.2761	-0.1472	-0.0463	-0.0901
Si	11.2118	1.3217	27.3207	-0.0852	0.053	-0.3883
Si	7.2487	7.4394	27.4141	0.1408	-0.254	-0.4185
Si	7.854	15.8237	24.1446	-0.0408	0.0664	0.5485
Si	12.2549	4.0733	28.3242	-0.2974	0.1454	-0.1612
Si	13.325	2.9989	23.5838	-0.0114	0.1394	0.7194
Si	10.7041	10.087	24.8487	-0.1312	-0.0971	-0.0947
Si	13.1243	6.956	27.7457	-0.049	0.2755	-0.2958
Si	12.8615	15.3549	26.8641	0.0684	-0.0744	-0.4858
O	15.2593	1.4762	29.5092	-0.1525	-0.1691	0.3751
O	1.3111	0.273	28.9485	-0.3856	-0.314	0.0675
O	3.146	3.9724	26.0805	0.135	0.0389	-0.0164
O	3.0888	2.3183	29.2438	-0.1497	-0.1435	0.2256
O	3.3361	7.4886	29.1289	-0.1103	0.2331	0.3259
O	1.3493	4.1837	29.6944	0.213	-0.0806	0.2252
O	14.4566	7.026	26.8055	-0.2771	-0.1375	0.1685
O	3.3614	2.0312	24.4553	-0.0845	0.0458	-0.0966
O	15.8855	10.592	28.7026	0.1506	0.0847	0.1711
O	14.4812	12.7643	28.5458	-0.048	0.1585	0.3386
O	1.6871	13.5241	28.7174	0.3702	-0.0523	0.7377
O	0.6723	14.6709	26.5123	0.2642	0.2642	0.1789
O	6.3114	15.0322	29.3786	0.2381	0.0861	0.2704
O	4.0795	0.0328	28.6672	0.2954	-0.2012	0.1703
O	9.0712	1.8254	29.8192	-0.019	-0.3817	0.5787
O	6.9468	3.7995	29.7706	-0.25	0.0793	0.5314
O	4.8636	5.2527	28.9847	0.1735	-0.1799	0.434
O	3.7389	6.3685	26.8484	0.1442	0.2693	0.207
O	8.2189	8.0552	28.5645	-0.0512	-0.036	0.7878
O	6.0747	10.7749	28.8269	-0.435	-0.2526	0.5741
O	3.8979	12.1531	29.4991	0.0622	0.0348	0.4807
O	7.6858	12.9147	28.5245	0.158	0.1979	0.2306
O	9.0517	14.9366	24.8805	0.0267	0.2217	-0.0424
O	10.8524	0.4609	28.6461	-0.0141	-0.3696	0.5203
O	12.56	0.5628	26.7736	0.0471	0.2629	0.1624
O	13.6619	3.4072	28.7986	0.2962	0.0036	0.3486
O	9.7949	2.961	24.3252	0.1919	0.1623	-0.2397
O	9.7484	6.5298	29.8565	-0.1123	0.0376	0.3003
O	11.3542	4.3957	29.6355	0.0627	-0.0992	0.2353
O	13.6408	7.1387	29.2811	0.3269	0.1064	0.453
O	12.0637	8.1598	27.3821	-0.1512	-0.0348	0.33
O	9.2744	9.3313	25.0593	-0.0143	-0.2517	-0.0365
O	7.1868	8.3684	26.0793	-0.3668	-0.117	-0.1681
O	12.8406	14.7604	28.3988	-0.1893	-0.0294	0.7999
O	1.3563	5.2067	21.6927	0.3359	-0.0964	-0.5458
O	8.0849	3.1494	26.3606	0.1705	0.0736	0.1518
O	2.6422	2.9011	21.0514	0.1975	-0.0034	-0.4944
O	4.859	14.4804	22.3013	0.1718	-0.1162	-0.6213
O	0.626	9.9204	21.7349	0.1516	-0.1858	-0.3119
O	2.6631	8.4272	20.9328	-0.2591	0.3752	-0.3465
O	0.5812	7.3512	23.3572	0.0862	-0.0351	-0.1856
O	3.8148	15.8283	24.2312	0.0152	-0.1016	-0.1433
O	0.7243	14.969	21.9535	0.0658	-0.3626	-0.7506
O	6.2227	12.203	22.3099	0.2033	0.3466	-0.4364
O	6.4078	9.6544	21.7879	-0.0265	-0.0684	-0.6412
O	6.5387	4.355	22.0405	0.0696	-0.1906	-0.7516
O	6.6234	6.8127	23.1621	0.1272	0.1078	-0.0656
O	10.4334	1.2758	21.8208	-0.1986	0.1437	-0.0304
O	8.3976	2.7369	20.9936	-0.2288	-0.1068	-0.1771
O	6.3901	15.1777	24.5161	0.0308	0.0742	0.1065
O	4.2349	6.8331	22.1194	-0.048	-0.0201	-0.5722
O	8.3677	8.3334	20.8393	-0.0171	-0.0053	-0.5265
O	10.5436	7.1579	21.5169	-0.1514	0.0663	-0.2838
O	8.9534	13.8358	21.1944	0.018	0.0196	-0.5679
O	11.0976	13.8166	23.5563	0.2066	0.3296	-0.4626
O	13.3973	3.8131	22.1403	-0.0111	0.1809	-1.0502
O	11.0847	4.6341	21.1986	-0.0116	-0.3012	-0.265
O	15.6188	0.8564	22.0825	-0.0501	0.2537	-0.4768
O	0.069	16.3471	19.815	-0.0402	0.0545	0.2468
O	10.6514	12.014	21.5541	-0.0679	0.1009	-0.6202
O	13.7909	8.1147	20.5616	-0.0031	-0.0034	-0.2589
O	2.2622	8.9278	24.7098	-0.0598	0.0328	-0.1004
O	12.1385	9.7436	21.5205	-0.2605	-0.1308	-0.4563
O	13.7527	13.7745	20.8902	-0.108	-0.1459	-0.3126
O	12.2068	15.7432	21.6693	0.1582	-0.4096	-0.0587
O	15.4199	11.9721	21.7804	-0.0163	0.0685	-0.2808
O	16.032	15.8639	24.3097	0.2397	0.3826	-0.388
O	1.6717	0.6589	23.1213	-0.1338	0.2676	-0.2495
O	0.5007	7.3663	26.1278	0.0913	-0.1914	0.2556
O	4.1407	1.0365	22.1028	0.0645	0.0156	-0.5578
O	4.7441	5.5657	24.4783	0.1668	0.0023	-0.2313
O	5.7637	7.5145	28.0602	-0.0968	0.22	0.3769
O	7.6774	5.882	27.0194	-0.0061	0.1885	0.1663
O	2.2804	6.1322	24.7357	0.1008	0.1313	-0.3755
O	7.9308	0.9818	24.6803	0.0527	-0.0056	-0.0112
O	11.0462	16.3567	24.0139	-0.0172	0.2714	-0.0727
O	9.9708	4.9502	25.98	0.3625	0.0937	-0.2422
O	12.841	1.5179	23.1183	-0.1442	0.003	-0.2405
O	10.2186	11.44	24.0801	0.111	0.1101	-0.0855
O	4.3431	10.4351	23.2076	0.2662	-0.0962	-0.3773
O	0.071	10.9772	24.0938	0.1162	-0.1356	-0.0692
O	14.4717	9.7603	22.9223	0.1423	-0.2585	0.0813
O	15.8374	4.8134	26.2322	-0.2018	-0.0773	0.1336
O	4.7108	8.2297	24.4612	-0.0483	-0.2051	-0.0393
O	16.1696	4.8441	23.6508	-0.2744	0.2425	-0.2951
O	8.7753	5.4536	22.2448	0.2406	0.1145	-0.1334
O	6.853	10.4161	24.2911	-0.4341	0.1956	-0.1145
O	12.6863	11.6944	23.2099	0.0925	0.0978	-0.3273
O	12.283	3.6458	24.7028	0.2715	0.1965	-0.0424
O	11.4753	2.9239	27.4568	-0.0701	0.1384	0.2752
O	15.376	6.3511	21.5916	-0.1031	-0.2053	-0.3471
O	11.8953	9.2941	24.0224	-0.0042	0.1921	0.0168
O	7.7748	10.8949	26.7269	0.0147	0.2245	0.2868
O	15.5941	13.3229	24.8011	0.0847	-0.0098	-0.0918
O	14.3762	15.1523	26.2651	-0.0902	-0.0721	0.0854
O	0.8737	2.8658	25.1985	-0.0477	-0.1126	0.1576
O	14.7159	2.9418	24.4669	-0.311	-0.2582	-0.2748
O	13.2823	10.416	28.1352	0.1298	0.0292	0.4749
O	14.8762	11.2471	26.2964	-0.254	0.0579	0.3358
O	0.92	12.0654	26.4312	0.1159	-0.1156	0.1284
O	1.446	9.2898	29.6029	-0.0394	0.3588	0.4222
O	9.926	1.1821	26.3323	0.0628	-0.0458	-0.0418
O	5.6402	12.4637	26.8316	0.1429	0.2713	-0.0605
O	3.9052	10.7807	25.6802	0.2413	0.028	0.1306
O	4.6042	13.203	24.5337	0.083	-0.0057	0.0494
O	16.335	6.0608	28.5061	-0.1433	-0.1142	0.8561
O	7.6425	4.8912	24.5541	-0.2025	-0.1444	-0.4552
O	7.9392	15.8308	22.5178	0.0567	-0.3984	-0.8395
O	3.1384	13.2932	26.6056	0.152	0.2702	0.1167
O	10.9306	5.5341	23.6879	0.0337	0.325	-0.1487
O	12.4721	5.4703	27.4995	-0.0314	-0.2726	-0.178
O	11.6244	14.6514	26.0054	-0.0516	-0.0325	-0.0269
O	11.4012	10.4785	26.251	0.0768	0.1576	0.2227
O	12.2297	9.1538	0.022	-0.0912	0.1421	0.0466
O	2.4657	1.4522	26.861	0.1901	-0.4658	0.4908
O	10.7167	10.3069	28.6737	-0.1765	0.3208	0.6686
Si	16.3011	16.3336	5.3347	-0.0043	-0.0025	-0.0248
Si	2.652	2.6635	5.4593	-0.0633	-0.02	0.0476
Si	16.364	5.4342	5.5169	0.0141	0.008	0.0363
Si	2.7123	8.1774	5.455	0.025	0.0244	-0.0117
Si	16.3123	10.9246	5.3442	0.0294	0.0101	-0.0691
Si	2.5954	13.6293	5.3832	0.0389	-0.0282	-0.0496
Si	5.3862	16.3222	5.4375	-0.0025	-0.0116	0.004
Si	8.1433	2.6277	5.3961	0.0335	0.0673	-0.0261
Si	5.3824	5.4229	5.4567	-0.0512	-0.1133	-0.0102
Si	8.0971	8.2297	5.4656	0.0447	-0.0481	0.0258
Si	5.4066	10.8945	5.3847	-0.0468	-0.0372	-0.0262
Si	8.1537	13.6019	5.3094	-0.0932	-0.0122	-0.0252
Si	10.8704	16.3	5.2988	-0.0751	-0.0005	-0.0646
Si	13.6148	2.6142	5.4556	-0.1166	-0.0687	0.047
Si	10.8772	5.4065	5.4552	0.0723	0.0755	0.0408
Si	13.587	8.2037	5.3882	0.0185	-0.0048	-0.0564
Si	10.8625	10.9701	5.3134	0.0499	-0.036	-0.068
Si	13.5643	13.6544	5.2741	-0.0293	-0.0609	-0.1023
Si	1.263	1.2823	6.7641	0.0218	0.0633	-0.0441
Si	4.029	4.042	6.811	0.0127	0.0738	-0.0039
Si	1.3438	6.8171	6.8283	-0.0049	-0.0311	-0.0006
Si	4.0708	9.5506	6.8001	-0.0377	-0.0096	0.0054
Si	1.2683	12.2595	6.757	-0.0049	0.0094	0.0174
Si	4.0036	14.9621	6.7628	0.0268	0.0208	0.0242
Si	6.7743	1.2917	6.7762	-0.0059	0.0132	0.018
Si	9.5016	4.0199	6.7746	0.0326	-0.0351	0.0078
Si	6.7637	6.8044	6.8037	-0.004	0.0416	-0.0115
Si	9.5271	9.6001	6.7457	-0.0321	-0.0101	-0.0217
Si	6.7977	12.2624	6.726	0.0524	-0.0315	-0.0225
Si	9.5152	14.9619	6.7023	0.0565	0.0067	0.0012
Si	12.2081	1.2526	6.7499	0.0347	0.0886	0.0153
Si	14.9807	4.0198	6.8046	0.0823	-0.0202	-0.0081
Si	12.2464	6.8174	6.7722	-0.0531	0.0159	0.0031
Si	14.9743	9.5611	6.7447	-0.0225	-0.023	-0.0004
Si	12.2402	12.3017	6.7017	-0.0316	-0.0019	0.0119
Si	14.9354	14.9803	6.7071	-0.0107	0.0733	-0.0242
Si	16.3568	2.6695	8.1589	-0.0498	-0.0165	0.0253
Si	2.6697	16.3544	8.1277	0.0068	-0.0004	0.0042
Si	16.3535	8.2039	8.1336	0.0416	0.0191	-0.0015
Si	2.6979	5.4312	8.177	-0.0495	-0.0515	0.0186
Si	16.3188	13.645	8.1096	0.0108	-0.0372	-0.0049
Si	2.6793	10.9243	8.1277	0.0185	-0.0171	-0.0039
Si	5.4306	2.6816	8.1429	0.0381	0.0434	-0.0042
Si	8.1718	16.3348	8.1076	-0.0198	0.0233	-0.0209
Si	5.425	8.1783	8.1724	-0.0183	-0.0541	0.0135
Si	8.1571	5.4243	8.1353	0.0108	0.0176	-0.0015
Si	5.4239	13.6229	8.1018	-0.0475	-0.02	0.0015
Si	8.1645	10.9332	8.1303	0.0079	-0.016	0.0133
Si	10.8855	2.6616	8.126	-0.037	-0.007	0.0039
Si	13.6092	16.3401	8.1221	-0.0317	-0.0355	0.0086
Si	10.8827	8.2054	8.1146	0.0353	-0.033	0.0142
Si	13.6227	5.4356	8.128	-0.0028	0.0096	0.0087
Si	10.8892	13.6416	8.1046	-0.0074	-0.0178	0.0028
Si	13.6072	10.9374	8.0978	0.004	-0.0488	-0.0206
Si	1.3368	4.0447	9.5131	0.0138	0.0396	0.0145
Si	4.0597	1.3157	9.494	-0.007	0.0245	0.0047
Si	1.3353	9.5509	9.5017	-0.019	0.0016	-0.0031
Si	4.0759	6.7947	9.5318	-0.0026	0.0164	0.012
Si	1.3105	14.994	9.4891	0.0048	0.0327	-0.0115
Si	4.0684	12.2762	9.4889	0.0212	-0.0015	0.0019
Si	6.802	4.052	9.5058	-0.0253	0.009	0.0093
Si	9.5206	1.3093	9.4948	0.0407	0.0335	0.0031
Si	6.8179	9.55	9.5039	0.0147	-0.0164	-0.0079
Si	9.5353	6.8122	9.4827	0.0081	0.0178	-0.0035
Si	6.7947	14.9896	9.4753	0.0153	0.0116	-0.0061
Si	9.535	12.2918	9.4955	-0.0014	0.0023	0.0033
Si	12.2604	4.0524	9.482	0.0111	0.0304	-0.0016
Si	14.9825	1.3076	9.502	0.0193	0.0505	-0.0047
Si	12.2654	9.5591	9.4815	-0.0115	0.0044	-0.0137
Si	15.0036	6.8065	9.4874	0.0099	-0.0225	-0.0002
Si	12.2511	14.9909	9.4972	0.0097	0.0118	0.0005
Si	14.9793	12.2788	9.4922	-0.0094	0.0132	-0.0106

Results
total energy: -85945.188 eV
total energy less fixed offsets of O -438.35, Si -107.03 eV per atom: 9.252 eV
